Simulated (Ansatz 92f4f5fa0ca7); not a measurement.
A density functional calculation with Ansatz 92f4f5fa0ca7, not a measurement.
Periodic cell of 234 atoms, Si146O88, from a study of silicon, its oxide and their interface. The atomic structure is a simulated model.

Settings
functional: PBE
potential files: Ansatz PAW
basis: plane waves
wave-function cutoff: 700 eV
density cutoff ratio: 5
exchange-correlation grid ratio: 1
k mesh: 2 x 2 x 1, shifted by 0.5 0.5 0.5 of a step
self-consistency stop: 5e-08 eV per atom in the density residual
occupations: fixed
spin: none
net charge: 0

Cell vectors (angstrom)
a, 11.6015, 0, 0
b, 0, 10.938, 0
c, 0, 0, 32.3165

Atoms and the computed forces on them: element, x, y, z (angstrom), force x, y, z (eV/angstrom)
Si, -0.115, 0.1176, 23.742, -0.0862, -0.0194, 0.0145
Si, 3.8024, -0.1993, 23.8345, 0.0136, -0.008, -0.1027
Si, 7.6751, 0.0357, 23.6476, 0.0632, -0.0506, 0.0148
Si, 2.0016, 1.3103, 23.7522, 0.112, 0.049, 0.0051
Si, 5.6488, 1.26, 23.7098, -0.097, 0.0495, 0.0032
Si, 9.5793, 1.4199, 23.9523, 0.0014, 0.0039, -0.0635
Si, -0.0315, 5.4614, 23.4649, -0.0113, -0.0788, -0.0183
Si, 3.8848, 5.4964, 23.3104, -0.015, -0.0875, -0.0057
Si, 7.7273, 5.2805, 23.5665, 0.0161, -0.05, -0.1089
Si, 1.9016, 6.8722, 23.4541, -0.0155, 0.0526, -0.0615
Si, 5.9221, 6.7858, 23.4525, 0.0995, 0.0872, -0.0133
Si, 9.5346, 6.7917, 23.4633, -0.0853, 0.0602, -0.0207
Si, 1.8875, 2.806, 25.5734, 0.0181, -0.0867, 0.0079
Si, 5.7152, 2.7132, 25.5803, -0.0031, -0.0694, 0.005
Si, 9.611, 2.8241, 25.7648, 0.0313, -0.0556, 0.0061
Si, -0.0561, 4.1895, 25.5378, 0.0085, 0.049, -0.0133
Si, 3.8365, 4.183, 25.4313, 0.0149, 0.0788, -0.0221
Si, 7.649, 4.0667, 25.5879, -0.0064, 0.0578, 0.0073
Si, 1.9252, 8.0693, 25.541, -0.0527, -0.0416, -0.008
Si, 5.8284, 8.082, 25.506, 0.0151, -0.0514, -0.0105
Si, 9.6548, 8.1555, 25.4645, -0.0127, -0.0786, -0.0101
Si, 0.0209, 9.4907, 25.5122, 0.0153, 0.0676, 0.0149
Si, 3.8725, 9.3834, 25.6824, -0.0084, 0.0716, 0.0236
Si, 7.7102, 9.5348, 25.542, -0.0435, 0.0832, -0.0122
Si, 0.0042, -0.0324, 27.4517, 0.0158, -0.0488, -0.0054
Si, 3.8454, -0.0187, 27.4942, -0.0103, -0.0562, -0.0122
Si, 7.7145, -0.0181, 27.475, -0.0183, -0.0461, 0.0059
Si, 1.9184, 1.3774, 27.4757, -0.0099, 0.0364, 0.0081
Si, 5.7708, 1.3453, 27.5014, 0.0139, 0.0495, -0.0025
Si, 9.6648, 1.3205, 27.5474, 0.0045, 0.0509, -0.0025
Si, -0.0304, 5.4848, 27.5012, 0.0023, -0.0388, 0.0018
Si, 3.8547, 5.4545, 27.4513, 0.017, -0.0368, 0.014
Si, 7.7063, 5.4779, 27.4859, 0.0064, -0.0513, -0.0016
Si, 1.9139, 6.7948, 27.5099, 0.0011, 0.04, 0.0078
Si, 5.7868, 6.8131, 27.4929, -0.011, 0.0368, -0.0027
Si, 9.6419, 6.8454, 27.4571, 0.0079, 0.0345, 0.0108
Si, 1.9336, 2.7345, 29.4172, -0.011, -0.079, 0.0478
Si, 5.8008, 2.7345, 29.4172, -0.0397, -0.0566, 0.085
Si, 9.6679, 2.7345, 29.4172, 0.0246, -0.1305, 0.3457
Si, 0, 4.1018, 29.4172, -0.088, -0.0488, -0.0243
Si, 3.8672, 4.1018, 29.4172, 0.0077, -0.0546, -0.1992
Si, 7.7343, 4.1018, 29.4172, 0.0284, -0.0335, -0.0968
Si, 1.9336, 8.2035, 29.4172, 0.0112, -0.016, 0.0033
Si, 5.8008, 8.2035, 29.4172, -0.0278, 0.0109, -0.0825
Si, 9.6679, 8.2035, 29.4172, -0.0582, -0.0095, -0.1727
Si, 0, 9.5708, 29.4172, 0.0524, -0.0047, -0.0888
Si, 3.8672, 9.5708, 29.4172, -0.0606, -0.0161, 0.1966
Si, 7.7343, 9.5708, 29.4172, -0.036, 0.002, 0.0248
Si, 0, 0, 31.3508, -0.0185, -0.0068, -0.0299
Si, 3.8672, 0, 31.3508, 0.0043, 0.009, 0.027
Si, 7.7343, 0, 31.3508, 0.0004, -0.0321, -0.019
Si, 1.9336, 1.3673, 31.3508, 0.0054, 0.0049, 0.0316
Si, 5.8008, 1.3673, 31.3508, 0.0132, -0.0253, 0.0416
Si, 9.6679, 1.3673, 31.3508, -0.012, 0.0909, 0.0332
Si, 0, 5.469, 31.3508, 0.0261, -0.0129, 0.0081
Si, 3.8672, 5.469, 31.3508, -0.0081, 0.059, 0.0049
Si, 7.7343, 5.469, 31.3508, 0.0011, 0.0056, 0.0095
Si, 1.9336, 6.8362, 31.3508, 0.0021, -0.0054, -0.0171
Si, 5.8008, 6.8362, 31.3508, -0.0189, 0.0068, -0.0338
Si, 9.6679, 6.8362, 31.3508, 0.0121, 0.0212, -0.0583
Si, 1.9336, 2.7345, 0.9679, 0.0847, 0.0512, -0.0229
Si, 5.8008, 2.7345, 0.9679, -0.0878, 0.0004, 0.1745
Si, 9.6679, 2.7345, 0.9679, 0.0976, 0.0778, -0.0887
Si, 0, 4.1018, 0.9679, 0.0064, 0.0063, -0.044
Si, 3.8672, 4.1018, 0.9679, 0.0455, 0.0368, 0.0168
Si, 7.7343, 4.1018, 0.9679, -0.017, 0.0114, 0.0573
Si, 1.9336, 8.2035, 0.9679, 0.0451, -0.0136, -0.0093
Si, 5.8008, 8.2035, 0.9679, 0.0598, 0.0022, -0.0297
Si, 9.6679, 8.2035, 0.9679, -0.0831, -0.0017, -0.0989
Si, 0, 9.5708, 0.9679, 0.1437, 0.0125, -0.0747
Si, 3.8672, 9.5708, 0.9679, -0.046, 0.0574, 0.1804
Si, 7.7343, 9.5708, 0.9679, -0.0213, 0.0954, -0.1169
Si, 0.0618, 0.038, 2.8636, -0.0193, -0.037, -0.0026
Si, 3.8753, -0.0161, 2.9419, -0.0067, -0.0321, -0.0097
Si, 7.7508, 0.0759, 2.8422, -0.0136, -0.0411, -0.009
Si, 1.98, 1.4126, 2.9228, 0.0135, 0.0395, -0.0004
Si, 5.7835, 1.3792, 2.9354, -0.0304, 0.0441, -0.006
Si, 9.7165, 1.3627, 2.8719, 0.0164, 0.0269, 0.0057
Si, 0.0094, 5.4953, 2.8786, 0.0224, -0.0358, 0.0029
Si, 3.8973, 5.4826, 2.9067, 0.0112, -0.0519, 0.0028
Si, 7.7286, 5.4403, 2.9284, -0.0097, -0.0395, -0.005
Si, 1.9571, 6.8364, 2.9031, -0.004, 0.0375, -0.0134
Si, 5.8188, 6.8492, 2.9027, 0.0065, 0.0512, 0.0105
Si, 9.6684, 6.8158, 2.8701, -0.0013, 0.0403, 0.0029
Si, 1.9536, 2.8878, 4.8051, 0.0158, -0.0849, -0.024
Si, 5.7519, 2.6527, 4.9561, -0.0395, -0.0573, 0.0001
Si, 9.7263, 2.6877, 4.8092, 0.0674, -0.0526, 0.0078
Si, -0.0235, 4.1738, 4.8236, -0.04, 0.0407, 0.008
Si, 3.9315, 4.1889, 4.8953, 0.0616, 0.0622, 0.0035
Si, 7.7388, 3.9487, 4.8048, -0.0169, 0.0785, -0.0178
Si, 1.9632, 8.1717, 4.8565, -0.0183, -0.074, 0.0142
Si, 5.8969, 8.2947, 4.785, -0.009, -0.0712, -0.0106
Si, 9.7287, 8.3037, 4.6896, -0.0366, -0.0618, -0.0019
Si, 0.0742, 9.6138, 4.7729, 0.0155, 0.0709, 0.0144
Si, 3.8803, 9.5892, 4.933, -0.0356, 0.0634, -0.003
Si, 7.8063, 9.646, 4.7202, 0.0069, 0.0451, 0.016
Si, 0.0746, 0.0494, 6.7058, 0.0829, -0.0588, 0.0294
Si, 3.6568, 0.0229, 6.9306, -0.1225, -0.0694, -0.0147
Si, 7.7802, -0.0027, 6.6903, 0.0734, 0.0044, 0.0481
Si, 1.8732, 1.5689, 6.7205, -0.0342, 0.0354, 0.1095
Si, 5.773, 1.174, 6.9145, 0.0753, 0.0616, -0.0113
Si, 9.701, 1.3622, 6.787, 0.0238, 0.0496, 0.0097
Si, -0.078, 5.5373, 6.7831, -0.1303, -0.069, 0.0147
Si, 4.0867, 5.7406, 6.7372, 0.0289, -0.0251, 0.0125
Si, 7.945, 5.3584, 6.6364, 0.05, -0.0213, 0.06
Si, 1.948, 6.7777, 6.8267, 0.0122, 0.0459, -0.0071
Si, 6.1219, 6.9068, 6.6669, 0.1564, 0.0362, 0.0058
Si, 9.6527, 6.9457, 6.5645, -0.1238, 0.0592, 0.0719
O, 6.1251, 1.9165, 8.3788, -0.063, 0.0194, 0.0064
O, 1.8469, 7.7068, 8.1973, 0.0132, 0.0229, -0.0214
O, 6.4869, 7.7865, 8.055, 0.0243, -0.0072, -0.0211
O, 11.0892, 4.6305, 8.1246, -0.0147, 0.0033, -0.0137
O, 7.876, 10.0556, 8.0965, -0.0196, -0.0292, -0.0094
O, 9.2301, 7.7784, 7.9619, 0.0189, 0.0137, -0.0137
O, 3.1162, 10.0287, 8.2391, 0.0138, 0.0037, -0.0272
O, 9.7365, 2.3099, 8.1565, -0.0052, 0.0003, -0.0279
O, 8.363, 4.5943, 8.0925, -0.0013, -0.0035, -0.0313
O, 4.5917, 5.0374, 8.1613, -0.0656, -0.0197, 0.0278
O, 0.4033, 9.987, 8.0131, 0.0058, 0.0102, -0.0236
O, 1.6886, 2.5418, 8.0945, 0.0191, -0.0104, -0.0303
O, 1.712, 8.0809, 22.2931, 0.0341, -0.0082, 0.0254
O, 2.5393, 2.2529, 22.478, -0.0176, 0.0243, -0.0034
O, 5.289, 2.2091, 22.382, -0.009, 0.0016, 0.0269
O, 3.7449, 9.8197, 22.4205, -0.0116, -0.0166, 0.0102
O, 6.3762, 7.7857, 22.1672, 0.0014, -0.0126, 0.0246
O, 7.7648, 10.0823, 22.2482, -0.0039, -0.0049, 0.0273
O, 3.9067, 4.4491, 21.9909, 0.0032, 0.0196, 0.0392
O, 9.089, 7.7448, 22.1378, 0.0044, -0.0067, 0.0282
O, 0.1078, 4.2467, 22.308, -0.0249, 0.014, 0.0256
O, 7.7283, 4.3714, 22.155, -0.0091, 0.0166, 0.0373
O, -0.6369, 10.4918, 22.2241, 0.0662, -0.0184, -0.0269
O, 9.7042, 2.4357, 22.6398, 0.0049, 0.014, 0.0006
Si, 1.7197, 9.2601, 8.6743, -0.0014, -0.0239, 0.0167
Si, 2.3198, 8.2921, 13.3177, 0.0014, 0.0002, -0.0057
Si, -1.2808, 0.7044, 18.3552, 0.0037, -0.0084, 0.0164
Si, 9.7326, 3.8663, 8.6627, 0.0009, -0.0117, 0.0185
Si, 2.5035, 9.277, 21.5001, 0.0027, 0.0185, 0.0067
Si, 6.4913, 9.2008, 15.8936, -0.0001, -0.0055, 0.0026
Si, 11.7075, 11.1523, 20.9175, -0.0031, -0.0056, 0.0025
Si, -2.6353, 8.8099, 11.3957, -0.0014, -0.0031, -0.0148
Si, 14.0106, 2.7626, 9.5389, 0.0112, 0.0081, 0.0044
Si, 3.8949, 2.8145, 21.7609, -0.0186, -0.0163, -0.0071
Si, 3.7244, -1.5804, 18.7996, -0.0132, -0.0035, 0.0132
Si, 10.065, 4.8882, 16.7066, 0.0124, 0.0001, 0.0001
Si, 7.8824, 8.4979, 8.5633, 0.0084, 0.0134, 0.0046
Si, -0.9397, 11.5165, 15.4052, -0.001, -0.0051, 0.0019
Si, 4.4126, 1.4562, 18.9572, -0.0032, 0.001, 0.0166
Si, 0.3277, 8.9881, 11.4396, -0.0011, -0.0042, -0.0081
Si, 10.7916, 3.0798, 21.6149, -0.0124, -0.0319, 0.0257
Si, 6.8061, 8.6006, 18.6813, 0.0006, 0.008, 0.0001
Si, -2.8165, 11.6776, 12.8486, -0.0016, 0.0002, -0.0068
Si, 0.3141, 13.7544, 16.8846, 0.0041, 0.0052, 0.012
Si, 5.7704, 12.4087, 12.6273, -0.0071, -0.0031, -0.0041
Si, 3.557, 8.5853, 15.9548, -0.0035, -0.0045, 0.0022
Si, 7.741, 8.5641, 21.6461, 0.0048, 0.0153, -0.0207
Si, 9.9975, 14.3437, 11.8279, -0.0011, 0.0048, -0.006
Si, 4.0068, 3.9718, 13.6702, 0.0023, 0.0101, 0.0031
Si, 8.5274, 4.7417, 14.2174, -0.0074, 0.0048, -0.0002
Si, 3.4827, 2.7472, 16.3076, 0.0086, 0.02, 0.0065
Si, 7.6891, 3.4321, 16.6108, -0.0012, -0.0048, -0.0054
Si, -3.7896, 5.826, 18.2094, 0.0004, 0.0028, 0.0026
Si, 1.0248, 10.884, 13.3905, 0.0048, -0.0091, -0.0075
Si, 7.3588, 1.7049, 18.8365, -0.0025, -0.0126, 0.0129
Si, 5.3211, 2.1743, 9.7664, 0.0042, 0.0113, -0.0019
Si, 7.3988, 7.4729, 13.5229, -0.0014, -0.0003, -0.002
Si, 4.3806, 4.8815, 9.7579, -0.0021, 0.0088, -0.0267
Si, 4.5792, 11.1264, 14.8729, -0.0015, -0.0184, -0.007
Si, 12.942, 2.8367, 12.342, 0.0001, 0.0019, -0.0123
Si, 8.2479, 4.1216, 20.6299, -0.0098, -0.0044, -0.0062
Si, 4.7122, 6.6857, 12.2175, -0.0001, 0.0029, -0.0156
O, 0.297, 10.6098, 14.8307, -0.0127, 0.0271, -0.0188
O, 9.2469, 3.5138, 17.1138, -0.0165, 0.0169, -0.0216
O, 9.8454, 5.1595, 15.1081, -0.029, -0.0182, 0.0205
O, 13.0889, 2.3107, 10.7927, 0.0126, 0.0138, 0.0041
O, 9.6395, 12.7627, 11.979, -0.0145, 0.0092, 0.0283
O, 5.4509, 3.7378, 10.2248, -0.025, -0.0125, -0.0109
O, 4.3092, 2.5093, 17.6962, -0.0001, -0.0245, 0.001
O, 3.4671, 10.1242, 15.4694, 0.013, -0.0246, 0.0073
O, 6.0019, -0.2155, 15.5624, -0.0035, -0.0149, -0.0108
O, 7.1151, 2.0741, 17.2462, 0.0177, 0.01, 0.0087
O, -3.6177, 5.4772, 19.785, 0.0043, -0.0106, -0.0109
O, 9.7874, 14.8201, 10.2866, 0.003, -0.0089, -0.0042
O, 3.8479, 2.3472, 20.2035, 0.0141, -0.0059, 0.0108
O, 7.9354, 8.4876, 10.1809, 0.0193, -0.0002, 0.0008
O, 7.5101, 5.9955, 14.1694, 0.0159, 0.0051, -0.0081
O, 13.2257, 10.5912, 21.0787, 0.0074, -0.0063, -0.0209
O, 1.3694, 12.4549, 13.2898, -0.0073, -0.0088, -0.0116
O, 3.0643, 8.5734, 17.5109, 0.0295, 0.0145, -0.0056
O, 11.6051, 4.4423, 16.997, -0.0077, -0.0278, -0.0185
O, 6.9869, 4.7289, 17.3114, 0.0235, -0.0103, 0.0027
O, 5.9628, 0.9427, 19.2141, -0.0224, 0.0144, -0.0126
O, 8.7014, 7.7441, 12.5941, -0.0138, 0.0136, 0.0005
O, 4.6678, 6.2011, 10.6497, -0.0038, -0.0247, 0.0191
O, 14.4377, 4.3182, 9.8737, 0.017, -0.0395, 0.0157
O, 3.0055, 8.6756, 20.086, 0.0017, 0.0136, 0.0094
O, 7.4226, 8.6036, 14.7039, -0.0135, -0.0156, -0.0044
O, 8.9727, 4.2941, 12.7328, 0.018, -0.0148, 0.0075
O, 0.044, 10.4384, 12.1609, 0.0275, -0.0176, 0.0205
O, 1.92, 2.6981, 16.7338, -0.0159, 0.003, -0.0036
O, 5.2945, 9.0441, 19.0025, 0.0085, -0.0084, -0.0254
O, 9.333, 6.0786, 17.573, -0.03, -0.0203, -0.0052
O, 7.3013, 9.3715, 17.3159, -0.0165, -0.0073, 0.0075
O, 4.8614, 0.2647, 13.265, 0.0231, 0.0265, -0.0054
O, 3.4934, 7.7322, 12.372, -0.0028, -0.0079, 0.027
O, -0.5654, 10.7029, 19.4996, -0.0006, 0.0275, -0.0011
O, 6.0647, 7.5116, 12.5863, 0.0059, -0.0124, 0.0153
O, 4.549, 5.4392, 13.2402, -0.001, 0.0051, -0.0183
O, 7.3002, 1.334, 13.1394, 0.0079, -0.012, -0.0102
O, 11.7037, 1.8615, 21.0201, -0.0247, -0.0137, 0.0049
O, -1.384, 0.0016, 16.8751, 0.0142, 0.0341, -0.0038
O, 8.702, 10.3106, 11.9709, 0.0008, -0.0029, 0.0113
O, 3.9439, 1.59, 15.2924, -0.0168, 0.0084, 0.0022
O, 6.8044, 7.0661, 18.1847, 0.0089, 0.0124, 0.0088
O, -0.4075, 13.0669, 15.5741, 0.004, -0.0269, 0.0237
O, 2.5619, 3.7575, 12.9075, 0.0067, -0.0073, 0.0051
O, 11.525, 14.5868, 12.3792, -0.0066, -0.0211, -0.0046
O, 3.7487, 12.7613, 9.4856, -0.0091, 0.0328, 0.0316
O, 7.4035, 2.9364, 19.9039, 0.0167, 0.0143, -0.0055
O, 2.3378, 9.9335, 13.2309, -0.0306, -0.0052, 0.0057
O, 8.7997, 0.9415, 18.9348, -0.0053, 0.0121, -0.0238
O, 5.1084, 2.8939, 13.1001, -0.0072, -0.0146, 0.0025
O, -1.1149, 8.535, 10.8508, -0.0031, 0.0118, 0.0197
O, 0.8827, 7.9185, 12.5917, 0.0006, 0.029, -0.0192
O, 1.4592, 9.1892, 10.2788, -0.0181, 0.0048, 0.0028
O, -0.2683, 12.9385, 18.1873, 0.0029, -0.0016, -0.0415
O, 7.7323, 8.7581, 20.015, -0.0172, -0.0169, 0.0138
O, 2.5983, 7.7779, 14.8772, 0.0135, 0.0216, -0.0129
O, 3.5536, 0.0651, 18.7129, 0.0174, -0.0062, -0.0026
O, 7.6855, 3.5436, 14.9877, 0.0247, 0.0246, 0.0206
O, 3.8194, 4.0335, 15.3234, -0.012, 0.0048, -0.0154
O, 5.8344, 1.273, 11.0066, -0.0115, 0.0192, -0.0007
O, 5.1606, 8.1981, 15.9296, -0.0073, 0.0349, 0.0029
O, -2.1562, 0.5202, 14.3307, 0.0157, 0.0048, -0.0132
O, 9.8524, 3.8058, 20.499, -0.0039, -0.0065, -0.0017

Results
free energy: -142876.387 eV
free energy less fixed offsets of O -569.03, Si -635.61 eV per atom: -2.687 eV

The program warned: the cutoff lies below the one the program advises for these potential files; the forces do not sum to zero within the program's tolerance; the exchange-correlation potential is rough where the density is thin.
